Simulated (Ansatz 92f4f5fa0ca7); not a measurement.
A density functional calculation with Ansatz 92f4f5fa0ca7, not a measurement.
Periodic cell of 215 atoms, Si132O82P1, from a study of silicon, its oxide and their interface. The atomic structure is a simulated model.
Doubt: the cutoff is far below the 930 eV that the study's wrapper takes by default for these files, so forces and energies are approximate.
This geometry differs little from another in the collection (a relaxation step or a small displacement).

Settings: functional PBE; potential files Ansatz PAW; basis plane waves; wave-function cutoff 580 eV; density cutoff ratio 5; exchange-correlation grid ratio 1; k mesh 1 x 1 x 1, Gamma-centred; self-consistency stop 5e-08 eV per atom in the density residual; occupations fixed; spin none; net charge +1 e, with a uniform compensating background and no finite-size correction.

Cell vectors (angstrom)
a	10.938	0	0
b	0	10.938	0
c	0	0	31.5432

Atoms and the computed forces on them: element, x, y, z (angstrom), force x, y, z (eV/angstrom)
Si	10.4343	0.5735	24.3394	-0.0004	-0.0001	-0.0071
Si	6.0447	10.5011	24.1514	-0.0006	0.0013	-0.0044
Si	2.1299	3.2462	24.0812	-0.0017	-0.0009	-0.006
Si	8.7016	2.257	24.3089	0.0004	-0.0016	-0.0033
Si	0.5016	5.0533	24.1672	0.0014	0.0006	-0.0029
Si	5.054	5.889	24.1937	-0.0005	-0.0002	-0.0053
Si	3.3979	7.6466	24.1626	-0.0002	0	-0.0043
Si	7.8318	8.8268	23.9912	0.0013	0.0001	-0.0057
Si	1.343	1.4781	25.455	-0.0005	0.0018	0.0064
Si	6.925	1.2943	25.5071	0.001	-0.0017	0.0057
Si	4.0273	4.0975	25.3271	0.0003	-0.0005	0.0038
Si	9.6715	4.0919	25.4253	0.001	-0.0015	0.0047
Si	1.5021	6.8109	25.3747	0.0011	-0.0012	0.0038
Si	6.8993	6.9445	25.2381	0.0007	-0.0002	0.0031
Si	4.2348	9.5268	25.3476	-0.0004	-0.0014	0.0034
Si	9.5284	9.6406	25.4388	-0.0017	0.0003	0.0063
Si	2.7823	0.0036	26.6399	0.0013	-0.0003	-0.0039
Si	8.2303	-0.0302	26.955	0.0007	0.0018	-0.007
Si	0.0218	2.7661	26.9217	0.0007	0.0015	-0.007
Si	5.4528	2.7314	26.6657	0.0002	-0.0008	-0.0029
Si	2.7647	5.4352	26.8435	-0.003	-0.0004	-0.0062
Si	8.2287	5.5219	26.6269	0.002	0.0003	-0.0032
Si	0.0435	8.2096	26.6512	0.0019	0.0002	-0.0037
Si	5.5605	8.1932	26.7963	0.0009	0.0029	-0.0049
Si	4.1128	1.3619	28.0706	-0.0012	0.0027	0.0014
Si	9.6024	1.3702	28.2464	-0.0006	-0.0014	-0.0001
Si	1.3977	4.117	28.2416	0.0036	-0.0014	-0.0023
Si	6.8415	4.1321	28.0205	-0.0006	-0.0017	0.0052
Si	4.1659	6.8197	28.145	-0.0015	0.0016	0.0063
Si	9.6008	6.8476	28.0514	-0.0015	0.001	0.0022
Si	1.3985	9.5877	28.0441	-0.0028	0	0.0042
Si	6.852	9.53	28.2454	0.0009	-0.0002	-0.0023
Si	0.06	-0.0246	29.5306	0.0028	-0.0026	-0.0009
Si	5.4474	0.0067	29.4947	-0.0011	0.0007	-0.0004
Si	2.7756	2.7033	29.5264	0.0015	-0.0014	0.0001
Si	8.1771	2.7729	29.478	-0.0025	0.0026	-0.0032
Si	-0.0131	5.5025	29.4989	-0.0024	0.0019	-0.0004
Si	5.5144	5.4448	29.5053	0.0015	-0.0019	-0.001
Si	2.7542	8.2126	29.4449	0.0005	0	-0.0044
Si	8.259	8.1563	29.534	0.0027	-0.0031	0.0009
Si	1.4072	1.3503	30.9107	-0.0022	0.0027	0.0001
Si	6.8189	1.3802	30.8357	0.0008	0.0015	0.0025
Si	4.1332	4.0849	30.8848	-0.0015	0.002	-0.0008
Si	9.5573	4.1205	30.8489	-0.0002	-0.0006	0.0021
Si	1.3785	6.8596	30.8289	0.0012	0.0001	0.0017
Si	6.8751	6.7954	30.9001	-0.0037	0.0021	0.0001
Si	4.0914	9.5705	30.8511	-0.0007	-0.0013	0.0022
Si	9.6105	9.5469	30.8932	-0.0008	0.0021	-0.0004
Si	2.7581	-0.0355	0.7362	-0.0005	-0.0008	-0.0016
Si	8.1829	0.0018	0.6546	-0.0005	-0.0023	-0.0011
Si	-0.0156	2.7482	0.6699	0.0027	-0.0013	-0.001
Si	5.4843	2.7062	0.7143	-0.0004	0.0001	-0.0012
Si	2.7188	5.4769	0.662	0.0023	-0.0032	0.0001
Si	8.2265	5.4288	0.7461	0.0025	0.0009	-0.0013
Si	0.0414	8.1771	0.7143	-0.0006	0.0002	-0.0003
Si	5.4682	8.2004	0.6657	0.003	-0.001	-0.0011
Si	4.1308	1.3365	2.0896	0.0006	0.0052	0.0049
Si	9.5317	1.3766	2.0168	-0.0034	0.0054	-0.0016
Si	1.3336	4.1284	2.0483	-0.0037	0.0036	0.0016
Si	6.8502	4.0432	2.0955	-0.004	-0.0018	0.0035
Si	4.0799	6.8499	2.027	-0.0051	0.004	-0.0015
Si	9.6205	6.8013	2.0813	0.0006	-0.0024	0.0021
Si	1.3859	9.5344	2.0977	0.0006	-0.0002	0.0017
Si	6.8295	9.5668	2.0485	-0.0007	0.0005	0.0013
Si	-0.0471	0.0022	3.3422	0.0093	-0.0011	-0.0031
Si	5.4783	-0.0457	3.505	-0.0006	-0.0028	-0.0033
Si	2.7017	2.7227	3.3518	-0.002	-0.0077	-0.0066
Si	8.2171	2.6806	3.5112	0.0032	0.003	-0.0042
Si	-0.0039	5.4553	3.5331	0.0011	0	-0.0047
Si	5.4465	5.4603	3.3394	0.007	-0.0035	-0.0018
Si	2.7531	8.1801	3.4992	0.0001	0.001	-0.0021
Si	8.2137	8.1767	3.3754	-0.0021	-0.0008	-0.008
Si	1.291	1.3656	4.6787	0.0047	0.0018	0.0067
Si	6.8589	1.2886	4.9153	0.0034	-0.0061	0.0038
Si	4.0781	4.0939	4.6715	0.0045	0.0017	0.0092
Si	9.531	4.0721	4.91	0	-0.0016	0.0035
Si	1.3755	6.8496	4.9061	-0.0008	0.0013	0.0055
Si	6.8329	6.7959	4.6884	0.0014	-0.0037	0.0049
Si	4.0953	9.5602	4.9061	0.0012	-0.0006	0.0031
Si	9.5929	9.5439	4.7378	0.0001	-0.0015	0.0087
Si	2.6133	0.0431	6.1187	-0.003	-0.0003	-0.0041
P	8.2679	-0.1738	6.2347	-0.0079	0.0093	-0.008
Si	-0.0362	2.6437	6.1923	0.0004	0.0006	-0.0011
Si	5.3979	2.7389	6.1253	-0.0007	0.0033	-0.0016
Si	2.7608	5.4127	6.1698	-0.0006	-0.0012	-0.0045
Si	8.0824	5.4345	6.1953	-0.0047	-0.002	-0.0046
Si	0.0123	8.2819	6.2468	0.005	-0.0045	-0.0088
Si	5.56	8.1543	6.1495	-0.0011	0.0005	-0.0006
Si	3.4683	1.9315	7.2078	-0.004	0.0035	0.0109
Si	10.0322	0.7975	7.4481	-0.0066	0.0012	0.0024
Si	1.7562	3.6392	7.3735	0.0011	-0.0029	0.0065
Si	6.2093	4.5206	7.4181	-0.0007	-0.0003	0.0074
Si	4.6494	6.3114	7.285	0.0026	-0.0022	0.0071
Si	9.191	7.1651	7.33	-0.0022	-0.0003	0.0056
Si	0.9038	10.1298	7.536	0.0054	0.0061	0.0125
Si	7.4271	8.8526	7.4738	-0.0015	0.0056	0.0059
O	4.6089	6.6447	8.9019	0.0014	-0.0006	-0.0062
O	1.3471	3.9497	8.9516	0.0001	-0.0005	-0.0069
O	9.7518	6.531	8.7478	-0.0016	0.0022	-0.0053
O	1.288	10.1252	9.1657	-0.0068	0.0005	-0.0157
O	6.0481	4.2309	9.0533	-0.0001	0.0013	-0.0054
O	3.6667	1.6222	8.8026	-0.0015	0.0019	-0.0084
O	7.1964	9.058	9.0955	0.0007	-0.0009	0.0001
O	9.5294	0.9977	8.998	-0.0008	0.0014	0.0047
O	8.228	2.5485	22.7587	0.0001	-0.0004	0.0022
O	10.9906	5.5566	22.6552	0.0006	-0.0004	0.0022
O	5.6193	0.1022	22.6527	0.0009	-0.0004	0.0035
O	5.288	5.3895	22.6341	-0.0007	0.0015	0.0065
O	2.1495	2.8051	22.4796	0.0005	0.0012	0.0068
O	3.3276	7.8584	22.5161	0.0008	-0.0004	0.004
O	8.3876	8.7439	22.4191	-0.0028	0.0005	0.0073
O	-0.1635	11.2304	22.7574	0.0001	0.0004	0.0053
Si	2.1489	2.9687	12.8927	-0.0002	-0.0007	0.0018
Si	8.6571	1.3086	10.347	-0.0011	0.0035	0.0022
Si	1.0632	4.513	15.3484	-0.0012	-0.0006	0.0019
Si	7.5468	5.5831	12.2137	-0.0027	-0.002	0.0009
Si	2.4121	8.1815	21.2113	0	-0.0003	-0.0035
Si	5.4021	7.7904	12.4685	0.0023	0.0002	0.0019
Si	9.2634	0.483	15.4686	-0.0005	-0.001	0.0012
Si	2.9105	-0.0354	16.6643	-0.0001	0	-0.0011
Si	10.4707	1.158	12.5789	0.0012	-0.0013	0.0029
Si	7.7592	2.8327	21.2377	0.0001	0.0004	-0.0035
Si	9.1171	8.7932	14.4605	-0.0014	0.0013	0.0024
Si	1.4718	4.7642	10.3654	0.001	-0.0025	0.0031
Si	4.4786	9.4853	19.1393	-0.0001	0.0005	-0.0034
Si	11.0724	6.0977	21.1188	0.0001	-0.0001	-0.0036
Si	6.6108	10.4598	14.8423	0.0011	0	0.0024
Si	5.3849	0.7339	21.1769	-0.0003	0.0001	-0.0039
Si	2.3313	9.8009	10.4023	0.0046	-0.0015	0.0063
Si	0.4305	10.6348	21.385	0.0005	-0.0003	-0.0028
Si	5.8456	5.2568	21.1209	0.0008	-0.0012	-0.0059
Si	3.6348	7.0841	10.1114	-0.0017	-0.0027	0.0023
Si	9.0415	5.702	14.8623	0.0007	-0.0008	0.0026
Si	3.6492	4.0899	19.0846	0	-0.0006	-0.0037
Si	10.0272	3.6624	19.3266	-0.0003	-0.0003	-0.0041
Si	4.2589	8.6823	15.3629	0.001	-0.0001	0.0021
Si	0.4563	1.9314	17.1547	0.0004	0.001	-0.0015
Si	6.7882	7.537	19.2536	-0.0004	-0.0009	-0.0035
Si	5.2603	3.6265	16.743	0.0005	0	0
Si	7.7796	5.0121	17.5368	-0.0002	-0.0009	-0.0014
Si	6.6504	9.9443	10.3685	-0.0035	0.0013	-0.0009
Si	4.366	1.0491	10.1269	0.0039	0.0016	0.0024
Si	-0.0491	9.0812	11.9073	-0.0021	0.001	0.0034
Si	9.1031	8.6324	20.9391	0.0014	-0.0002	-0.0054
Si	4.5511	1.6723	14.5849	-0.0006	0.0002	0.002
Si	2.4445	2.0886	21.0419	0.0009	0.0006	-0.0051
Si	6.3237	3.3424	10.3967	0.0023	-0.0003	0.0019
Si	3.4392	5.9237	16.7226	0.0013	-0.0008	-0.0002
Si	9.8805	6.5309	10.3693	-0.0001	-0.0024	0.0075
O	0.1109	2.6222	18.5884	-0.0007	0.0006	0.0019
O	2.924	9.6407	15.582	-0.0006	0.0002	-0.0006
O	10.8609	4.8011	20.1543	0.0006	0.0009	0.0022
O	7.5732	2.4244	9.9188	0.002	0	0.0027
O	10.9367	5.3509	10.817	-0.0013	0.0008	-0.0023
O	6.5853	6.7398	12.8505	0	0.0008	-0.0034
O	10.3137	8.0618	10.7682	0.0004	-0.0001	-0.0028
O	7.6523	9.4604	13.9893	0.0001	-0.0003	-0.0014
O	8.4097	6.1981	10.9728	-0.001	-0.0001	-0.0012
O	5.3494	10.4812	20.0827	0.0006	0.0002	0.0025
O	2.1766	3.7329	11.4289	-0.0003	0.001	-0.0016
O	7.9724	8.5477	19.7622	0.0004	0.0003	0.0021
O	6.201	6.7386	20.5566	0.0001	-0.0002	0.0025
O	5.5094	2.7204	15.408	0	0.0006	-0.0005
O	1.3041	0.9295	20.7037	-0.0001	-0.0002	0.002
O	6.042	9.0272	11.5713	-0.001	-0.0012	-0.0008
O	4.6324	4.9972	16.1122	-0.0006	-0.0002	-0.0004
O	6.5976	3.8962	17.6403	0.0001	-0.0003	-0.0001
O	10.5135	10.6586	11.7979	0.001	0.0015	-0.0014
O	5.5729	0.5041	13.9818	-0.0006	0	-0.001
O	8.0136	5.0978	15.9399	0.0012	0	-0.0017
O	9.7391	9.8465	15.5501	0.0004	-0.0001	-0.0009
O	-0.3985	5.1701	15.1479	-0.0012	0.0005	-0.0015
O	1.571	6.8318	20.8115	0	-0.0002	0.0022
O	1.4958	0.6446	17.1757	-0.0004	0	0.0002
O	6.5962	1.7666	20.8134	0.0004	-0.0006	0.0023
O	1.0199	1.7773	12.8099	-0.0017	-0.0013	-0.0016
O	3.2312	5.4998	18.312	0.0001	-0.0004	0.0015
O	9.5742	2.0113	11.5056	-0.0023	-0.0015	-0.0058
O	1.034	3.1219	16.1979	-0.0013	-0.0014	0.0002
O	8.5889	5.1639	13.3887	-0.0002	0.0007	-0.0005
O	10.252	8.5619	13.3015	0.0001	-0.0003	-0.0019
O	1.4443	9.4	21.687	-0.0007	0.0007	0.001
O	10.0778	9.937	20.612	-0.0007	-0.001	0.0021
O	3.1777	0.1948	10.895	-0.0028	-0.0018	-0.0022
O	5.0795	2.3477	10.8452	-0.0018	-0.0011	-0.0014
O	1.6994	4.1495	13.9016	-0.0006	0.0005	-0.0008
O	7.8833	10.8934	10.8797	-0.0013	0.0005	-0.0037
O	9.1317	4.4731	18.239	0.0009	-0.0006	0.0008
O	5.6372	9.5123	15.7734	-0.0006	-0.0005	-0.0008
O	5.5119	-0.0306	9.7208	0.0032	-0.0022	0.0006
O	3.5877	2.3175	13.3993	0.0002	-0.0001	-0.0009
O	1.9959	5.6622	16.0168	-0.0001	0	-0.0005
O	9.6831	1.075	13.9956	-0.0007	0.0003	0.0005
O	4.3599	6.947	11.546	0.0011	0.0001	-0.0012
O	4.7435	4.4998	20.2093	0.0009	0.0003	0.0024
O	9.9603	1.3745	16.6083	0.0012	-0.0006	0.0003
O	6.6743	4.3088	11.6643	0.0016	0.003	-0.0019
O	5.5797	8.4089	18.5801	0.0001	0.0001	0.0013
O	9.073	2.7367	20.2786	-0.0002	-0.0005	0.0023
O	3.6019	1.1378	15.7861	-0.0004	-0.0001	-0.0003
O	4.2113	3.0828	17.8986	0.0001	-0.0005	0.0011
O	9.9163	7.2189	20.8948	0.0002	0.0002	0.0018
O	3.3161	8.6537	9.8018	-0.0027	0.0028	-0.0012
O	3.9455	7.4324	16.365	0	-0.0008	-0.001
O	7.6317	0.4996	15.6807	0.0001	0.0003	-0.0007
O	8.9125	7.3154	15.0645	-0.0005	-0.0014	-0.0006
O	3.9306	1.4473	21.1514	0.0002	-0.0002	0.0022
O	1.5803	9.1256	11.7007	-0.0004	0.0025	-0.0044
O	2.3381	6.1197	10.1129	0.001	0.001	-0.0006
O	7.3394	6.4569	18.1573	-0.0002	0.0012	0.0014
O	7.2089	4.364	21.12	-0.0004	0.0001	0.0019
O	4.5539	8.2671	13.7882	0	0.0002	-0.001
O	3.3286	8.66	19.9601	0.0005	-0.0009	0.0018
O	2.487	3.2429	19.8701	-0.0004	-0.0009	0.0026
O	3.736	10.3684	17.976	0.0009	-0.0009	0.0012

Results
free energy: -131310.965 eV
free energy less fixed offsets of O -568.88, P -755.39, Si -635.61 eV per atom: -6.895 eV

The program warned: the cutoff lies below the one the program advises for these potential files; the exchange-correlation potential is rough where the density is thin.
